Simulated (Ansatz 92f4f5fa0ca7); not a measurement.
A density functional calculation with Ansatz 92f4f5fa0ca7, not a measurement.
Periodic cell of 223 atoms, Si131O90As2, from a study of silicon, its oxide and their interface. The atomic structure is a simulated model.
Doubt: the cutoff is far below the 930 eV that the study's wrapper takes by default for these files, so forces and energies are approximate.
This geometry differs little from another in the collection (a relaxation step or a small displacement).

Settings: functional PBE; potential files Ansatz PAW; basis plane waves; wave-function cutoff 580 eV; density cutoff ratio 5; exchange-correlation grid ratio 1; k mesh 1 x 1 x 1, Gamma-centred; self-consistency stop 5e-08 eV per atom in the density residual; occupations fixed; spin none; net charge 0.

Cell vectors (angstrom)
a	10.938	0	0
b	0	10.938	0
c	0	0	32.1988

Atoms and the computed forces on them: element, x, y, z (angstrom), force x, y, z (eV/angstrom)
Si	10.654	0.1663	24.7818	-0.1996	-0.0709	0.1774
Si	5.7553	10.6498	24.7276	0.0099	0.0213	-0.0382
Si	2.5714	2.8931	24.5609	0.1124	0.1725	0.0771
Si	8.5075	2.4841	24.8565	0.0446	-0.0082	-0.0008
Si	0.2855	5.1129	24.7846	0.0082	-0.0347	-0.0263
Si	5.1502	5.7188	24.6781	0.0274	-0.0332	-0.01
Si	2.9543	7.9934	24.6053	-0.0306	0.005	-0.074
Si	7.9949	8.4461	24.7123	0.0102	-0.02	-0.0139
As	1.9846	0.6977	25.2792	0.0163	-0.1004	-0.3291
Si	6.8724	1.3058	26.0729	-0.0115	-0.0212	0.0134
Si	4.0243	4.1017	26.0199	-0.0092	-0.0028	-0.0349
Si	9.6261	4.0655	26.1734	-0.0078	0.011	0.0497
Si	1.4153	6.8047	25.986	0.0018	0.0062	0.013
Si	6.8128	6.8264	25.9868	0.0185	-0.0154	-0.024
Si	4.1676	9.4715	26.0106	-0.0474	0.0619	-0.0431
Si	9.5006	9.6012	26.1661	0.014	0.0463	-0.0362
Si	2.8075	-0.0789	27.342	0.0252	-0.007	0.2436
Si	8.1716	0.0061	27.5505	0.0267	0.0028	-0.0068
As	0.102	2.6153	27.4342	0.033	-0.0543	-0.0246
Si	5.4613	2.737	27.3429	0.0015	0.0047	0.0047
Si	2.7063	5.455	27.4436	0.0066	-0.0135	0.0275
Si	8.1868	5.4792	27.3741	0.0079	-0.0041	-0.0125
Si	0.0075	8.1689	27.3627	-0.0102	0.0131	0.0053
Si	5.496	8.1423	27.4268	0.0454	-0.0394	0.0981
Si	4.0829	1.3805	28.7288	-0.0148	0.0013	-0.0338
Si	9.5473	1.3923	28.8749	-0.0192	0.0355	-0.033
Si	1.329	4.1258	28.8407	-0.0324	0.0294	-0.0079
Si	6.8174	4.1088	28.744	-0.001	0.0067	-0.0331
Si	4.0963	6.8149	28.7965	-0.0164	-0.0043	-0.0276
Si	9.5533	6.8424	28.756	-0.0049	-0.0119	-0.0301
Si	1.3627	9.5694	28.729	-0.0096	0.0074	-0.0423
Si	6.7977	9.5485	28.8349	-0.0199	0.0103	-0.0177
Si	0.0093	-0.0077	30.1444	-0.0059	0.0031	0.024
Si	5.438	0.0176	30.1455	0.0207	-0.0151	0.0149
Si	2.7279	2.7391	30.1387	-0.0058	0.007	0.0116
Si	8.1707	2.7664	30.1627	0.0045	-0.0424	0.0294
Si	-0.0305	5.4953	30.1611	0.0476	-0.0134	0.0205
Si	5.467	5.4611	30.1478	0.0093	0.0044	0.018
Si	2.7273	8.2115	30.1316	0.0137	-0.0117	0.0303
Si	8.2062	8.2024	30.1546	-0.0068	-0.0067	0.0133
Si	1.3673	1.3673	31.515	0.0971	-0.0658	-0.034
Si	6.8362	1.3673	31.515	-0.1301	0.0732	-0.0258
Si	4.1018	4.1018	31.515	0.0138	-0.0747	-0.0068
Si	9.5708	4.1018	31.515	-0.1336	0.1293	0.0849
Si	1.3673	6.8362	31.515	-0.0369	0.1505	-0.0659
Si	6.8362	6.8362	31.515	0.0544	-0.0866	0.0032
Si	4.1018	9.5708	31.515	-0.1693	0.0388	-0.0534
Si	9.5708	9.5708	31.515	0.0589	-0.0159	0.0115
Si	2.7345	0	0.6835	0.0533	-0.0424	0.1369
Si	8.2035	0	0.6835	-0.0357	0.0547	-0.1038
Si	0	2.7345	0.6835	-0.0463	-0.0183	0.0592
Si	5.469	2.7345	0.6835	0.0677	-0.0927	0.0457
Si	2.7345	5.469	0.6835	-0.0223	0.1423	-0.1416
Si	8.2035	5.469	0.6835	0.0787	-0.0933	0.1189
Si	0	8.2035	0.6835	0.1381	-0.0708	0.0104
Si	5.469	8.2035	0.6835	-0.0041	0.0332	0.0563
Si	4.1233	1.3599	2.0559	-0.0106	0.0037	0.0056
Si	9.5674	1.3556	2.0529	-0.0021	0.0063	0.0025
Si	1.3701	4.1205	2.0373	-0.0005	-0.0023	0.0075
Si	6.8483	4.0877	2.0577	-0.0019	0.003	0.001
Si	4.1043	6.8297	2.0544	0.0032	-0.001	0.001
Si	9.5785	6.8364	2.0508	0.0002	-0.0003	0.0033
Si	1.3822	9.5501	2.0527	-0.0074	0.0087	0.0043
Si	6.8289	9.5916	2.0502	0.0047	-0.0076	0.0036
Si	-0.0013	-0.0314	3.391	-0.0036	-0.0144	-0.014
Si	5.49	0.0123	3.4698	0.0044	0.0049	0.0073
Si	2.7768	2.7807	3.3676	0.0083	0.0127	-0.0194
Si	8.1939	2.6997	3.4471	-0.0048	-0.0113	0.0078
Si	0.0212	5.4804	3.4319	0.0049	0.0017	0.0046
Si	5.4849	5.4666	3.4082	-0.0002	-0.0037	-0.0088
Si	2.7696	8.2094	3.4472	0.0031	0.0027	0.0084
Si	8.2103	8.2269	3.3817	-0.0033	0.0035	-0.0159
Si	1.3967	1.3897	4.6329	-0.0043	0.0014	0.0223
Si	6.8502	1.3478	4.9065	0.0014	0.0041	-0.01
Si	4.1606	4.0854	4.8019	-0.006	-0.0054	0.0105
Si	9.5796	4.0836	4.7611	0.0026	0.0016	-0.0003
Si	1.4182	6.8312	4.8186	-0.0052	-0.0059	-0.0022
Si	6.8312	6.8867	4.7294	0.0005	-0.002	0.0109
Si	4.1403	9.576	4.8479	-0.0036	-0.0053	-0.012
Si	9.5612	9.551	4.7894	0.0054	0.0047	0.0124
Si	2.7511	0.1098	6.0606	-0.0011	-0.003	-0.0029
Si	8.2123	-0.0621	6.2654	0.0015	0.0024	-0.0004
Si	0.0337	2.673	6.0409	-0.002	0.0021	-0.0042
Si	5.4814	2.7255	6.2908	0.0035	0.003	-0.0025
Si	2.8209	5.4758	6.1787	-0.0015	0.0011	-0.0013
Si	8.1788	5.4791	6.0423	0.0015	-0.0014	-0.0032
Si	0.0172	8.1864	6.1545	0.0015	0.0014	-0.0043
Si	5.5362	8.221	6.2327	-0.002	0.0013	-0.0022
Si	3.8445	1.5694	7.6017	0.0023	0.0051	0.0115
Si	9.8459	1.1414	7.4492	-0.0052	-0.0038	0.0055
Si	1.6373	3.7961	7.31	0.0019	0.0052	0.0068
Si	6.6572	4.4155	7.4813	-0.0022	-0.009	0.0042
Si	4.4131	6.6316	7.5432	-0.0028	-0.0027	0.0048
Si	9.3736	6.9452	7.4064	0.0034	0.0014	0.0072
Si	1.1464	9.9182	7.2949	-0.0009	-0.0046	0.0056
Si	7.169	9.2259	7.6695	0.0025	0.0024	0.0111
O	8.3189	8.0841	7.9178	0.0014	0.0025	-0.0069
O	2.724	2.7324	7.9533	-0.0011	0.0017	-0.0045
O	9.6834	1.4272	24.339	0.0325	0.0013	-0.0583
O	4.0623	6.8443	24.0921	-0.0134	0.0035	0.0468
O	0.0338	0.026	7.956	-0.0003	0.0004	-0.0049
O	5.5314	5.508	8.034	-0.0022	0.0021	-0.0048
O	6.8851	9.5591	24.1611	0.0048	0.0053	0.0296
O	1.3234	3.9265	24.2329	-0.0258	0.0014	-0.0226
O	3.8695	7.3886	8.9296	0.0005	0.0002	-0.0043
O	0.8227	4.3713	8.6032	-0.0001	-0.0022	-0.0057
O	9.823	6.1691	8.7999	-0.0004	0.0003	-0.0036
O	2.1156	9.3857	8.5063	0.0005	-0.0005	-0.0029
O	7.5132	3.9259	8.806	0.0007	0.0017	-0.0024
O	4.2811	0.921	9.0689	0.0003	-0.0001	-0.0071
O	6.7464	9.5577	9.2259	-0.0002	-0.0002	-0.0076
O	9.2202	1.8612	8.7947	0.0008	0.0007	-0.0042
O	7.8599	3.2239	23.5396	-0.0183	0.0008	0.0014
O	10.5063	5.7653	23.4601	-0.0113	0.0179	0.003
O	5.043	0.413	23.4243	0.0049	-0.0148	0.0183
O	5.8212	4.9675	23.3745	-0.0094	0.0098	0.0034
O	3.2874	2.4616	23.1262	-0.0427	-0.0065	-0.0003
O	2.2567	8.7341	23.2799	0.0158	0.002	0.0212
O	8.7138	7.7521	23.3959	0.0112	0.0061	0.0035
O	-0.0656	10.1701	23.4538	0.0138	0.0245	-0.0211
Si	4.4888	1.5768	22.429	-0.0156	-0.0133	0.0038
Si	3.5108	7.9188	14.0306	0.0002	0.0008	0.0067
Si	7.1379	0.9455	14.657	0.0001	-0.0008	0.0077
Si	0.9148	9.2944	22.4977	0.0307	-0.001	-0.0094
Si	1.1991	4.3028	11.8781	-0.0007	0.0005	0.0079
Si	6.2892	8.9518	15.3123	0	-0.0005	0.0073
Si	0.6984	1.3608	12.2965	-0.0008	-0.0004	0.0074
Si	8.658	4.9334	20.5023	-0.0042	0.0047	-0.0041
Si	0.3362	5.7089	9.3624	-0.0018	0.0021	0.0058
Si	5.1271	3.1086	17.9313	-0.0004	-0.0012	0.004
Si	0.907	3.7317	16.7461	-0.0005	-0.0011	0.003
Si	10.4257	2.821	19.2238	-0.0013	-0.0009	0.001
Si	5.2945	1.177	10.3472	0.0005	-0.0003	0.0069
Si	0.9132	0.1541	19.8564	0.0033	-0.0068	0.0014
Si	6.6627	9.4573	10.8641	-0.0013	-0.0005	0.0102
Si	9.3657	9.6617	18.3265	-0.0007	0.0007	0.0041
Si	9.4103	9.2402	12.5698	-0.0015	0.0001	0.0074
Si	6.664	3.8083	22.5974	0.0161	0.0108	-0.0007
Si	2.4499	8.0683	9.3795	-0.0021	0.001	0.0051
Si	10.6146	7.3543	17.0732	-0.0003	0.0004	0.0055
Si	2.5362	6.2781	16.5779	0.0007	0.0003	0.0044
Si	10.1995	4.4804	14.1871	-0.0009	-0.0006	0.0065
Si	6.1675	9.1684	18.5092	-0.0009	0.0003	0.0029
Si	7.9803	2.5721	9.5784	-0.0009	0.0006	0.004
Si	8.8999	2.1379	12.4475	0.0008	-0.0003	0.0081
Si	5.3658	6.2282	18.0615	0.0002	0.0011	0.0031
Si	3.9535	0.542	19.4556	0.0009	-0.0011	0.0063
Si	4.2948	3.8354	12.0447	0.001	0.0002	0.0078
Si	5.5648	6.5953	12.1331	0.0002	0.0008	0.0081
Si	8.0392	2.4859	17.2118	-0.0008	-0.0018	0.0039
Si	4.382	2.4724	14.9581	0.0003	0.0002	0.007
Si	1.5614	1.2027	15.255	-0.0007	0	0.0052
Si	1.5916	9.4065	12.0469	0.0004	-0.0001	0.0087
Si	8.0741	6.8406	13.8599	-0.0006	-0.0004	0.0088
Si	10.4044	9.8263	15.4866	-0.0005	0.0011	0.0058
Si	9.8657	6.9553	22.5481	-0.0039	-0.0069	0.0005
Si	8.1373	5.4665	17.4012	-0.0004	-0.0007	0.007
O	6.066	7.9552	11.2892	-0.0013	-0.0015	-0.0063
O	6.0521	9.1915	16.8918	-0.0005	0.0002	-0.0026
O	7.7009	1.3545	13.1886	-0.0015	-0.0016	-0.0051
O	0.9118	1.7399	13.8672	0.0011	-0.0002	-0.004
O	9.4542	6.2414	16.8741	0.0004	0.0003	-0.005
O	6.7849	6.1925	13.1275	0.001	-0.0001	-0.0065
O	5.1565	4.6437	18.6045	-0.0001	-0.0003	-0.0042
O	9.2559	2.1322	18.2646	0.0015	0.0006	-0.0023
O	2.3943	0.0763	19.0888	-0.0014	0.0004	-0.0023
O	9.4389	10.2217	16.7685	-0.0004	-0.0014	-0.0043
O	2.8067	4.4338	11.7068	-0.0008	-0.0004	-0.0066
O	5.0924	10.3049	19.0941	0.0008	-0.0002	-0.0032
O	9.4464	3.2313	13.4934	0.0003	0.0007	-0.0061
O	0.4825	1.7436	19.9582	-0.0012	-0.0009	-0.004
O	3.1748	1.3552	15.0587	0	-0.0001	-0.0059
O	8.1965	5.3556	19.014	0.001	-0.001	-0.0001
O	3.9192	6.5845	17.3884	0.0008	-0.0006	-0.0049
O	4.6045	3.276	16.3756	0.0001	0.0002	-0.0032
O	9.0856	5.6571	14.3093	-0.0001	-0.0001	-0.0062
O	5.6972	2.6094	22.0935	0.0011	-0.0015	-0.0087
O	10.6997	4.1366	15.683	0.0017	-0.0006	-0.0025
O	0.3621	3.8494	18.2814	-0.0002	-0.0006	-0.0014
O	10.4541	10.491	19.2258	-0.0008	0.0006	-0.0033
O	9.6628	10.0173	14.0297	0.0005	0.0007	-0.0032
O	11.0074	7.9868	22.0178	-0.0083	-0.0037	0.0083
O	1.2148	2.1482	16.53	-0.0007	0.0007	-0.004
O	9.7465	3.7157	20.4119	0.0015	-0.0014	-0.0013
O	8.1641	4.0142	16.6741	0.0001	-0.0001	-0.0048
O	-0.0209	9.099	11.9076	-0.0003	0.0003	-0.0073
O	6.6113	2.4041	18.0009	-0.0007	0.0003	-0.0031
O	5.5972	10.7129	11.1963	-0.0005	-0.0001	-0.0061
O	7.7764	9.577	18.8438	0.0002	-0.0003	-0.004
O	10.0498	1.0179	12.0568	-0.0003	0.001	-0.0061
O	1.3221	6.9552	9.0696	0.0004	-0.0013	-0.0052
O	0.6467	4.7571	13.3499	-0.0012	0.0002	-0.0054
O	5.7353	7.6063	18.9756	-0.0004	-0.0008	-0.0041
O	5.2555	5.0803	11.514	-0.0006	0.0007	-0.0064
O	2.7369	6.9712	15.116	-0.0014	-0.0016	-0.0041
O	0.935	2.7366	11.466	-0.0002	0	-0.0069
O	0.8852	10.6741	15.5453	-0.0007	-0.0013	-0.0051
O	2.4254	8.58	10.9159	-0.0003	-0.0003	-0.0058
O	4.7114	2.4262	11.2689	-0.001	0.0003	-0.0054
O	4.2715	3.5043	13.6743	-0.0001	-0.0015	-0.0038
O	2.225	4.6688	16.4913	-0.0007	-0.0004	-0.0056
O	10.7281	8.2388	15.6955	0.0002	-0.001	-0.0055
O	6.9475	10.2781	14.6591	-0.0006	-0.0003	-0.0061
O	2.3626	8.9431	13.4283	0.0006	-0.0005	-0.0051
O	8.0535	1.5045	15.9013	0	0.0016	-0.0039
O	4.151	6.987	12.856	-0.0017	0.0009	-0.0056
O	4.1991	1.9915	18.7014	0.0002	0.0005	-0.0051
O	7.3217	4.4485	21.273	-0.0002	-0.0018	0.0048
O	8.4282	2.9235	11.1025	0.0009	-0.0001	-0.004
O	1.2043	6.852	17.3571	-0.0005	-0.0004	-0.0038
O	5.6732	1.563	14.7501	0.0001	0.0009	-0.0066
O	8.1483	9.7504	11.5902	0.001	0.0003	-0.0065
O	9.2456	6.2568	21.2281	0.0034	-0.0016	0.0053
O	8.9829	7.7073	12.8516	-0.0006	-0.001	-0.0059
O	1.675	0.113	11.8846	-0.0007	0	-0.0081
O	6.6712	6.1292	17.0576	-0.0013	-0.0005	-0.0044
O	7.4186	7.7884	15.0337	-0.0007	0.001	-0.0058
O	1.2395	10.2764	21.2405	0.0008	0.0014	-0.0074
O	10.0545	8.1823	18.353	0.0003	0.0001	-0.0038
O	4.0019	0.8473	21.064	0.0045	-0.0005	-0.0084
O	0.3495	5.3256	10.9303	0	-0.0008	-0.0054
O	6.7124	1.5671	9.6413	-0.0015	-0.0006	-0.0055
O	4.7972	8.6946	14.6854	-0.0001	-0.0001	-0.0063

Results
free energy: -144176.687 eV
free energy less fixed offsets of As -4856.12, O -568.88, Si -635.61 eV per atom: -0.337 eV

The program warned: the cutoff lies below the one the program advises for these potential files; the forces do not sum to zero within the program's tolerance; the exchange-correlation potential is rough where the density is thin.
